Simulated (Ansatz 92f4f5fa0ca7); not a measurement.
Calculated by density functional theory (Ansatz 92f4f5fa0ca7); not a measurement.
Periodic cell of 149 atoms, Si88O55N6, from a study of silicon, its oxide and their interface. The atomic structure is a simulated model.

Settings: functional r2SCAN; potential files Ansatz norm-conserving; basis plane waves; wave-function cutoff 1300 eV; density cutoff ratio 4; exchange-correlation grid ratio 1; k mesh 2 x 2 x 1, shifted by 0.5 0.5 0.5 of a step; self-consistency stop 5e-08 eV per atom in the density residual; occupations Fermi-Dirac, 0.05 eV; spin none; net charge 0.

Cell vectors (angstrom)
a, 10.88, 0, 0
b, 0, 10.88, 0
c, 0, 0, 21.2328

Atoms: element, x, y, z (angstrom)
Si, -0.5441, -0.4205, -0.6333
Si, 2.1975, 3.0337, -0.2606
Si, -0.0698, 5.4527, 0.4374
Si, 3.2613, 7.7126, 0.481
Si, 5.8405, 0.1063, 0.3787
Si, 7.145, 2.0685, -0.8756
Si, 5.5791, 5.4786, -0.4045
Si, 8.4159, 7.5888, 0.2495
Si, 1.184, 0.9796, 0.9373
Si, 4.0346, 3.9081, 1.24
Si, 1.4825, 6.7747, 1.5437
Si, 4.4179, 9.4086, 1.5148
Si, 7.1041, 1.9756, 1.3449
Si, 9.4886, 3.7595, 1.5245
Si, 6.9082, 6.2192, 1.3249
Si, 9.3536, 9.4339, 1.5274
Si, -0.1723, 2.2717, 2.5152
Si, 2.7861, -0.0514, 2.5271
Si, -0.0001, 7.974, 2.7217
Si, 2.9861, 5.2256, 2.8464
Si, 5.391, 2.8113, 2.7649
Si, 8.1434, 0.1113, 2.4536
Si, 5.699, 7.7135, 2.6239
Si, 8.3007, 5.2858, 2.8935
Si, 1.5785, 3.8857, 4.1429
Si, 4.2931, 1.1235, 3.9828
Si, 1.6579, 9.5102, 3.9912
Si, 4.3614, 6.6184, 4.2862
Si, 6.9985, 4.0666, 4.1669
Si, 9.575, 1.0962, 4.1385
Si, 7.0168, 9.5109, 3.8144
Si, 9.7866, 6.7619, 4.1523
Si, 0.178, -0.1511, 5.346
Si, 3.0823, 2.4883, 5.1886
Si, 0.2379, 5.3447, 5.5269
Si, 3.0689, 8.2555, 5.5209
Si, 5.627, 0.0574, 5.472
Si, 8.3571, 2.7338, 5.485
Si, 5.5917, 5.388, 5.7105
Si, 8.1862, 8.3471, 5.3367
Si, 1.3487, 1.3695, 6.6793
Si, 4.0793, 4.0091, 6.6924
Si, 1.3448, 7.0018, 6.7895
Si, 4.2892, 9.3631, 7.0425
Si, 6.8375, 1.5704, 6.9006
Si, 9.534, 4.2712, 6.6794
Si, 7.0383, 6.9716, 7.0371
Si, 9.4824, 9.6323, 6.8437
Si, 0.111, 2.8225, 7.888
Si, 2.7681, 0.1044, 7.9527
Si, -0.0953, 8.3759, 8.2187
Si, 2.886, 5.5551, 8.1109
Si, 5.5601, 2.896, 8.1054
Si, 8.1856, 0.1368, 8.369
Si, 5.7976, 8.3525, 8.5198
Si, 8.5439, 5.6648, 8.267
Si, 1.7376, 3.8284, 9.1448
Si, 3.9334, 1.6952, 9.1612
Si, 1.3533, 9.976, 9.6794
Si, 4.6471, 6.6428, 9.6364
Si, 6.7433, 4.2497, 9.4174
Si, 10.1194, 1.4004, 9.5628
Si, 6.9939, 9.8996, 9.8793
Si, 9.0409, 7.5572, 9.8326
Si, 0.7191, 0.6804, 16.24
Si, 4.0673, 2.5143, 13.5139
Si, -0.3812, 3.441, 11.3791
Si, 5.0489, 11.0577, 11.8507
Si, 6.4746, -4.024, 13.5902
Si, 10.5145, 6.7239, 15.4202
Si, 5.3929, 4.7846, 12.0065
Si, 7.3346, -2.3346, 18.7795
Si, 12.0184, 1.4169, 13.486
Si, 1.535, 8.3183, 19.3016
Si, 1.7807, 8.6339, 16.2254
Si, 11.8401, 16.1685, 19.0896
Si, 4.3904, 1.6802, 19.8439
Si, -4.2553, -5.17, 17.558
Si, -2.2642, 10.4872, 17.2627
Si, 4.8928, 4.9843, 14.9897
Si, 2.4584, 9.4907, 12.295
Si, 14.5297, 7.6024, 14.2311
Si, -1.5019, 6.1965, 12.4764
Si, 1.7966, 2.6088, 18.1751
Si, -1.4681, 4.5998, 17.264
Si, 9.9615, 1.6612, 18.4145
Si, 8.001, -2.9456, 16.3037
Si, 6.38, 11.1322, 18.4588
O, 5.7069, 2.8155, -1.341
O, -1.377, 0.8536, 19.8546
O, -0.9939, 6.5755, -0.2396
N, 2.9024, 2.3873, 19.5413
N, 1.0577, 4.5123, 20.6016
O, -5.4312, 5.397, 16.367
O, 0.4998, 9.4209, 19.8438
O, -1.4187, 2.9077, 17.5049
N, 6.8651, 0.4134, -1.1061
O, 4.4142, 0.9777, 0.0507
O, 7.7478, 4.7565, 16.9871
O, 4.1335, 6.3335, 21.024
O, 2.8266, 8.4884, -1.0083
O, 7.3349, 8.0406, 20.3229
O, 4.8268, 0.8923, 18.4352
O, 0.6803, 4.2186, 10.4051
O, 2.7367, 2.716, 9.6407
O, 8.118, -1.2988, 15.9604
O, 4.3061, 0.909, 10.5319
O, 2.4531, 8.2272, 13.4608
O, 1.9959, 8.9433, 10.8183
O, 5.5895, 5.4675, 8.9731
O, 4.7471, 6.0729, 11.2264
O, 8.0845, 8.7526, 10.452
O, 6.6337, 4.2976, 11.1059
O, 9.495, 2.3631, 10.6131
O, 11.0708, 0.2158, 10.4031
O, 6.5654, 10.621, 11.3943
O, 4.4942, 14.2554, 14.9114
O, 9.8148, 6.9149, 11.0625
O, 9.5636, 4.5086, 12.1287
O, -3.2088, 6.8071, 12.4802
O, 0.3513, 2.5081, 12.5437
O, 4.0405, -1.0206, 12.2241
O, 1.0638, 7.3777, 15.5708
N, 5.8145, 5.2079, 13.5755
O, 3.5431, 6.0454, 14.6704
O, 7.2627, -3.5285, 14.9753
O, 12.5026, -0.1076, 12.8725
O, 13.556, 1.9342, 13.8856
O, 12.5951, 4.2539, 18.0015
O, 10.14, 6.653, 13.8667
O, 4.9071, 12.0921, 13.0277
N, 10.1973, 11.3559, 17.0834
O, 7.6657, 0.8038, 17.6441
O, -0.5709, -5.6795, 16.0509
N, 7.1473, -3.571, 17.6749
O, -5.7014, 7.9084, 13.7423
O, 5.9975, -5.2169, 19.176
O, 3.4483, 8.4299, 15.68
O, 0.6614, 12.762, 19.1333
O, 1.3132, 10.1273, 15.6147
O, 6.195, -1.3304, 18.1464
O, 8.8483, -1.6736, 18.3544
O, 1.8542, 8.8047, 17.7815
O, 1.1182, 6.808, 19.1347
O, 4.1679, 3.6907, 12.3417
O, -0.6751, 5.0804, 18.5429
O, -1.3432, 7.5916, 16.2839
O, 1.8947, 12.6379, 16.8018
O, 11.175, 1.2916, 14.8243

Results
free energy: -37612.256 eV
free energy less fixed offsets of N -289.75, O -463.61, Si -117.95 eV per atom: 4.394 eV
pressure: -1.66 GPa
stress xx, yy, zz, yz, xz, xy (GPa, positive in tension): 1.86, 1.89, 1.23, 0.44, -0.1, -0.75

Forces (eV/angstrom), in the order of the atoms: element, x, y, z
Si, 1.546, 0.4589, 1.8731
Si, -1.5165, 0.8627, 1.678
Si, 1.2684, -2.4048, 0.6167
Si, 0.8491, -0.3639, -4.1296
Si, 0.283, 0.9023, -0.4499
Si, 0.8045, 2.5663, -0.7586
Si, -2.515, -0.2909, -1.098
Si, 1.6539, -1.0996, 0.7383
Si, -0.3069, 1.1421, -0.123
Si, 0.1176, 0.4837, -1.2041
Si, 0.6206, -1.4489, 0.9639
Si, 0.5204, -1.1665, 0.2118
Si, 0.6507, -0.5738, 2.4402
Si, -1.3181, 1.8584, -0.6669
Si, 0.9803, 0.6273, 0.1887
Si, 1.4684, -1.7763, -3.0392
Si, 2.5414, -0.4008, 1.211
Si, 0.4361, 0.3855, -0.6734
Si, 1.8523, 3.1538, -0.094
Si, -0.9521, 1.2941, -0.1097
Si, 1.2823, -0.1413, 0.1673
Si, -0.6749, 1.7511, 1.1731
Si, -0.3555, 1.7444, 1.2537
Si, 1.3787, 0.1063, -0.6382
Si, -0.878, -0.2887, -1.0035
Si, 0.1019, -0.1273, -1.4354
Si, -1.1686, -1.3954, 0.5965
Si, -0.7154, 0.667, -1.0712
Si, -2.2772, -0.4726, 1.2657
Si, -0.3552, 0.6755, -0.29
Si, -1.7975, -0.177, 0.4912
Si, -2.2726, -0.8325, 1.3263
Si, -0.2994, 0.163, 0.7068
Si, -2.3436, 0.9106, 2.2411
Si, 0.758, 0.7979, -1.2657
Si, -1.4974, -1.3403, -1.1028
Si, 0.511, -1.8578, 0.4701
Si, -0.9144, -1.1617, -0.5016
Si, 1.7583, 0.2809, -0.295
Si, 1.422, -1.4328, 1.1791
Si, 0.9498, -0.3058, -1.8674
Si, 0.1385, 0.4081, 0.4747
Si, 0.9818, -0.5349, 0.8148
Si, 0.4525, 2.0831, -0.3526
Si, 1.6091, -1.6945, -0.7698
Si, 0.814, -0.5908, 1.4638
Si, -0.4848, -0.395, -1.3705
Si, 0.0373, 0.3173, -0.5427
Si, -0.057, -0.2264, -0.1669
Si, 0.1953, -0.7904, 1.0346
Si, 0.4746, 0.3084, 1.4968
Si, -0.7067, 1.0204, 0.3038
Si, -1.1682, -0.7597, 0.0195
Si, 1.6166, 2.1128, -1.1081
Si, -0.9447, 0.8045, 0.3667
Si, -1.5456, -0.2421, 1.4236
Si, -1.9462, 1.7434, 0.3672
Si, -0.3556, -0.7768, 1.0653
Si, -2.1023, 0.0469, -1.1034
Si, -0.3497, -2.5637, 0.1213
Si, -0.024, 3.4532, 0.6402
Si, 0.2256, -4.0004, -2.4054
Si, 0.1913, -1.1357, 2.2351
Si, 1.2609, 0.4706, -1.8188
Si, 1.7184, -1.6747, -2.0948
Si, 1.4007, 2.3002, 0.5948
Si, 0.6625, -0.4669, 1.5665
Si, -1.2033, 0.3679, -2.159
Si, 0.3415, 0.5085, 2.0504
Si, -0.1005, -2.4674, -0.0127
Si, -2.152, -0.7521, 0.6295
Si, 0.3917, -0.4807, 0.2249
Si, 2.2739, -0.4495, -1.2745
Si, 1.2522, 2.3083, -1.0235
Si, 4.9342, 2.549, -2.6537
Si, -2.5891, -5.3253, -1.5755
Si, 1.3012, 2.2026, -2.6896
Si, -3.7184, 0.5811, 1.4853
Si, 4.9901, -2.6569, -3.4496
Si, -3.8311, -1.0199, -2.8874
Si, 0.4065, -0.3912, 2.6575
Si, 1.7002, 0.0858, 4.3944
Si, -1.9957, -0.5945, -0.6781
Si, 1.106, 0.1888, 1.9068
Si, -0.1342, -2.3883, 0.0395
Si, 2.6069, -0.4577, 0.7857
Si, -1.9058, 1.1924, -3.0692
Si, -3.657, -0.0337, 2.4859
O, -0.9409, -0.9597, 0.2747
O, 0.5133, -1.0613, -1.1047
O, -3.1675, 2.421, -0.2611
N, 0.9305, 0.8094, -0.7422
N, 0.6723, -0.519, 0.1961
O, 1.9786, 1.0435, 3.8048
O, -1.975, 0.6819, 0.3826
O, 0.0824, 1.2685, 0.3384
N, -1.6366, -2.6718, -0.4322
O, -0.1064, -0.724, -0.5277
O, 3.2155, -0.4298, 0.8547
O, 0.1414, 1.8779, 0.5456
O, 0.3116, -0.8742, 1.2533
O, 0.4404, 0.9618, -1.3756
O, 1.3866, -0.5509, 0.2828
O, -0.0644, -0.5911, 0.5705
O, 1.1391, -0.8799, 0.6704
O, -0.3933, 0.5194, 1.7947
O, 1.1594, -0.6229, 0.8642
O, -1.9019, 2.1478, -4.7945
O, -0.4315, 1.2792, 0.4782
O, 1.4205, -0.9976, 0.4415
O, -0.671, 1.2102, -0.5347
O, 0.1842, -0.6505, -0.8971
O, 0.3959, -1.0641, -1.5074
O, -0.3135, 2.4976, 2.1835
O, 0.7739, 0.0421, -2.1835
O, -0.844, -0.6344, -1.5801
O, 0.1736, -0.0392, -0.81
O, 0.8225, -0.816, 2.565
O, -0.5616, 3.1971, 1.1022
O, 2.2714, -1.0584, 0.2198
O, 0.5779, -0.4226, -0.4799
O, 0.0886, -0.3568, -0.5472
O, -0.4059, -0.6486, 0.4483
N, 2.2252, 2.6339, 0.7751
O, 1.386, -1.8255, -0.0788
O, 0.1802, -0.9962, -0.0327
O, -0.8931, 0.5014, -0.5896
O, -3.3357, -0.1068, -0.4463
O, -0.1407, -0.0234, 0.2151
O, -0.9858, -0.6058, -2.6031
O, 1.3222, 1.2933, 1.2897
N, -3.0936, -0.5297, 3.4683
O, -1.573, 0.966, -0.0873
O, -0.3016, 0.1254, -0.9301
N, 1.3447, -0.1349, -1.7053
O, 1.059, -1.1091, -1.3945
O, 0.2617, -1.2359, 0.1096
O, -2.3874, -0.1007, 0.4527
O, -2.9922, 1.106, -2.9429
O, -0.0396, -0.9091, 2.0396
O, 0.56, 0.4255, 1.0449
O, -1.9904, 1.3003, 0.7691
O, -0.3944, -0.3598, 1.5654
O, 0.2347, 1.2486, -0.1463
O, 0.828, -0.5741, -0.5611
O, 0.9332, 1.234, 1.6152
O, 0.4688, -0.0238, 0.7855
O, -1.1121, -0.636, 0.5625
O, -0.5461, 0.9926, -1.0909
